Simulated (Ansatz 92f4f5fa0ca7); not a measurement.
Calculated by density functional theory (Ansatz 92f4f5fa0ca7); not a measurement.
Periodic cell of 168 atoms, Si98O70, from a study of silicon, its oxide and their interface. The atomic structure is a simulated model.

Settings
functional: r2SCAN
potential files: Ansatz norm-conserving
basis: plane waves
wave-function cutoff: 1300 eV
density cutoff ratio: 4
exchange-correlation grid ratio: 1
k mesh: 2 x 2 x 1, shifted by 0.5 0.5 0.5 of a step
self-consistency stop: 5e-08 eV per atom in the density residual
occupations: Fermi-Dirac, 0.05 eV
spin: none
net charge: 0

Cell vectors (angstrom)
a	11.54	0	0
b	0	11.54	0
c	0	0	21.7298

Atoms and the computed forces on them: element, x, y, z (angstrom), force x, y, z (eV/angstrom)
Si	-0.0479	-0.1498	-0.3273	-0.0194	-0.4156	-0.0197
Si	-0.0457	3.946	0.1231	-0.0034	0.2594	-0.5698
Si	-0.0503	8.199	-0.273	-0.0199	0.2339	0.0458
Si	3.974	-0.0927	0.1129	0.1184	0.2572	-0.3882
Si	3.902	4.2266	0.068	-0.0166	0.5566	-0.1817
Si	3.8494	7.4543	0.0482	0.0215	-0.576	-0.3905
Si	7.692	-0.0272	0.0638	-0.0737	-0.0017	-0.2052
Si	7.6742	3.2156	-0.1176	-0.0496	-0.164	-0.1837
Si	7.6671	8.289	-0.2149	-0.0349	0.0928	-0.1207
Si	1.8832	-0.0213	1.2181	-0.0911	0.0674	-0.4555
Si	1.9317	3.822	1.3455	0.1594	-0.0481	-0.2072
Si	1.8349	7.7827	1.2187	-0.1557	0.0167	-0.4551
Si	5.8447	-0.1069	1.4785	-0.109	0.0519	-0.166
Si	5.837	3.7403	1.3025	-0.1249	-0.0561	-0.1233
Si	5.8417	7.7943	1.27	-0.025	0.0517	-0.2486
Si	9.6712	0.0515	1.2652	0.2921	-0.0193	-0.3682
Si	9.5218	3.7935	1.3126	-0.1408	-0.0249	-0.1859
Si	9.5844	7.8137	1.1501	0.1425	-0.0248	-0.3293
Si	1.9215	1.8764	2.6325	0.1019	0.08	-0.1016
Si	1.8688	5.8289	2.6087	0.1013	0.1363	0.0621
Si	1.8802	9.6322	2.6632	-0.0706	-0.1625	-0.0325
Si	5.7657	1.8747	2.7202	-0.1267	0.0645	0.0947
Si	5.87	5.7736	2.5811	-0.0611	-0.0714	-0.0071
Si	5.796	9.5594	2.7931	-0.0197	-0.003	0.2245
Si	9.6358	1.9204	2.6648	0.0013	-0.0717	0.0942
Si	9.549	5.8231	2.5517	0.0136	0.1566	-0.2182
Si	9.6424	9.6444	2.637	0.0539	-0.0277	-0.0125
Si	0.0146	1.933	3.9944	-0.1281	-0.0005	0.0862
Si	-0.0561	5.8073	3.9663	0.0518	-0.0478	-0.0223
Si	-0.0228	9.5972	4.0671	-0.026	0.0152	-0.0539
Si	3.8116	1.8946	4.0263	0.0614	-0.0233	-0.0219
Si	3.8635	5.8035	3.955	-0.0945	-0.0152	-0.1556
Si	3.8065	9.5971	4.0549	0.1084	0.0442	-0.0014
Si	7.7248	1.8907	4.0265	0.0486	0.0983	-0.1008
Si	7.7215	5.792	4.0138	-0.1312	0.025	0.0022
Si	7.751	9.6089	4.0807	0.1259	-0.058	0.0017
Si	-0.0421	0.0295	5.3529	-0.0653	0.0295	-0.0854
Si	0.0407	3.8741	5.3364	-0.0018	-0.1067	-0.0363
Si	-0.075	7.6562	5.442	0.0256	0.0025	0.025
Si	3.7348	-0.0053	5.3957	0.06	0.0264	-0.0029
Si	3.836	3.8543	5.3278	0.0082	0.0253	0.106
Si	3.8943	7.6765	5.4285	-0.1212	0.1571	-0.0185
Si	7.723	0.0108	5.4099	-0.0664	-0.0453	0.0394
Si	7.7894	3.836	5.3316	-0.0283	-0.0419	0.0428
Si	7.6932	7.6699	5.4264	0.1423	-0.0547	-0.065
Si	1.7867	0.0643	6.7779	-0.0011	-0.0264	0.0611
Si	1.9251	3.8	6.7659	0.0775	0.2185	-0.0094
Si	1.9155	7.7189	6.722	0.0595	-0.1	-0.0961
Si	5.7143	-0.0128	6.6315	-0.0231	-0.0223	-0.2556
Si	5.8327	3.843	6.6163	-0.0016	0.0966	-0.3375
Si	5.8398	7.6801	6.8621	-0.2249	-0.0198	0.1711
Si	9.6514	0.048	6.7845	0.1589	-0.0625	0.0781
Si	9.7062	3.8667	6.739	-0.1141	0.0874	-0.1558
Si	9.5195	7.6064	6.8743	0.0545	-0.0801	0.0587
Si	1.8604	1.9013	8.2782	-0.0105	0.0406	0.1586
Si	2.1314	5.7764	8.0281	-0.0196	-0.1569	0.3517
Si	1.6017	9.6806	8.0632	-0.1292	-0.1023	0.3401
Si	5.7678	1.9095	7.9	-0.0908	-0.0334	0.294
Si	6	5.6116	8.1265	-0.0178	-0.0925	0.313
Si	5.6662	9.7455	8.1022	0.1943	-0.0312	0.2987
Si	9.7382	2.0161	8.1369	0.1337	-0.0563	0.1205
Si	9.7013	5.6296	8.2961	-0.0197	0.0561	0.4719
Si	9.4306	9.6401	8.0904	-0.1217	0.1717	0.2533
Si	-0.0408	2.0251	9.8285	0.0612	-0.4857	0.3247
Si	0.2787	6.0886	9.3952	0.1465	0.2324	0.2194
Si	-0.3547	9.2002	9.5476	-0.2186	-0.3634	-0.0265
Si	3.952	2.0114	9.3957	0.0678	0.4873	0.659
Si	4.0757	5.118	9.3368	-0.0398	-0.0707	0.034
Si	3.5782	9.5265	9.1972	-0.123	-0.3934	0.4335
Si	7.6922	1.9422	9.1869	-0.0704	-0.0404	0.6573
Si	7.7855	5.0343	9.7379	-0.1646	-0.0258	0.2561
Si	7.563	10.3322	9.4535	0.0425	0.1015	0.4176
Si	-2.4307	0.4971	14.2338	-0.2445	0.0619	0.3487
Si	2.0455	10.4591	13.401	0.0929	0.0716	0.4807
Si	5.1331	-6.1709	14.6096	-0.1868	-0.0721	0.0916
Si	6.6394	4.8664	16.8695	-0.0707	-0.061	0.0766
Si	3.8397	-2.2326	19.4202	-0.0502	-0.1076	-0.216
Si	10.9815	11.0779	11.7259	-0.1416	-0.0637	0.2127
Si	3.914	0.9692	17.1939	0.1004	0.0727	-0.6751
Si	-0.0066	4.4481	11.7951	0.0953	0.1312	0.3232
Si	3.8891	-7.7893	16.6066	-0.0576	-0.1107	-0.2753
Si	15.6915	11.3798	11.6305	0.1243	0.1176	0.2505
Si	2.8975	7.3619	13.6348	-0.0894	-0.0703	0.3367
Si	6.3079	9.3588	11.9417	0.0856	-0.0551	0.286
Si	4.0017	-4.2172	11.0359	-0.0724	-0.0581	0.0852
Si	9.8959	7.8162	14.4295	0.011	0.033	0.4102
Si	8.0176	5.7077	19.5763	-0.0397	0.051	-0.0968
Si	7.4028	9.4232	14.8016	0.024	-0.0345	0.3139
Si	11.4493	10.4469	15.3327	-0.0023	0.0735	0.1759
Si	7.6537	3.5837	14.4448	-0.0728	-0.1904	0.2386
Si	0.9957	4.1876	17.4959	0.2054	0.0748	-0.3486
Si	0.5134	13.5568	19.5045	-0.1077	0.1076	-0.458
Si	-9.3988	10.1455	17.2167	-0.1522	-0.0186	-0.1448
Si	8.849	5.7066	12.4179	0.1173	0.0613	0.2746
Si	4.945	9.8654	16.7533	0.1968	0.1246	-0.2427
Si	0.4955	17.1322	14.7091	0.137	0.0307	0.3761
Si	11.1636	6.0021	19.6664	0.3633	-0.01	-0.1439
Si	3.6557	13.7055	19.9422	0.2981	0.0579	-0.3043
O	-0.0837	0.5278	-1.8823	0.1494	0.0797	0.7158
O	0.525	5.3996	-3.2707	-0.2347	-0.0288	0.3429
O	-1.9209	5.6949	-2.3866	-0.0806	0.0274	0.1307
O	-0.1009	7.5816	-1.8196	-0.0474	-0.1112	0.4642
O	-5.3647	9.3092	-5.8629	-0.0798	0.0876	-0.0339
O	-0.1331	9.7962	-0.6275	0.1977	-0.1891	0.0648
O	4.2394	1.4325	-0.4719	-0.2994	-0.2823	-0.1183
O	3.9685	3.7242	-1.5088	-0.1438	-0.2927	0.3293
O	5.3036	4.0559	-4.3651	0.0282	0.1399	-0.2826
O	7.6128	4.3628	-1.3154	0.0598	-0.1129	-0.0867
O	3.8612	5.8368	-0.1254	0.0903	-0.1272	0.1782
O	3.8859	7.8977	-1.5443	-0.0146	0.2803	0.4939
O	3.3886	9.5086	-5.4273	0.0056	0.2106	0.3362
O	7.6552	1.5796	-0.6373	0.0179	0.0661	0.4362
O	11.6102	5.4271	-0.6034	-0.167	-0.3213	0.0064
O	7.5921	7.1173	-1.4218	0.1165	0.2076	0.1329
O	5.0383	9.3493	-3.4312	-0.3842	0.125	0.1716
O	0.8482	5.3548	10.771	-0.2671	-0.0453	-0.1566
O	3.4518	-1.2449	10.6539	-0.0029	0.0447	-0.368
O	-0.3357	12.0884	10.4794	0.1993	0.2852	0.0504
O	-1.5199	4.9614	11.5981	0.1691	-0.0313	0.0485
O	5.2058	8.2517	11.5562	-0.0363	-0.0438	0.0228
O	12.8076	11.0791	14.6857	-0.0894	-0.3014	-0.2561
O	4.4815	5.8147	10.7733	-0.2631	0.2159	-0.0691
O	7.7201	5.8357	11.2369	0.0676	-0.3938	-0.4731
O	6.0934	4.1112	13.9773	0.1571	0.2307	0.1758
O	3.2742	11.4419	13.0028	0.0679	-0.2376	-0.4379
O	4.2028	12.7962	10.8569	-0.1005	-0.1361	-0.4938
O	-1.0371	9.7165	10.9814	0.3206	0.1946	-0.2373
O	7.6564	11.9571	9.9425	0.0306	-0.1691	-0.5568
O	7.6589	3.3826	10.1033	0.0401	0.0506	-0.5422
O	9.3245	7.1696	13.0239	-0.0292	-0.2924	-0.0914
O	3.8304	4.61	15.2342	0.3819	0.0269	0.2024
O	10.8922	9.148	14.4616	-0.0913	-0.0162	-0.04
O	7.4922	9.4245	10.8386	-0.0679	0.3182	-0.2592
O	-3.1721	2.0332	14.2376	0.0294	0.0077	0.0085
O	-0.7804	6.5714	15.0572	0.0159	0.098	-0.3318
O	15.943	6.6915	13.9313	-0.0654	-0.0983	-0.1197
O	3.7998	2.1943	16.1438	0.0459	0.0407	0.5092
O	5.635	-0.6975	12.0241	-0.2372	-0.123	-0.1309
O	4.3691	1.5864	18.6157	-0.2968	0.1019	0.3575
O	1.7923	6.5663	14.5225	-0.0194	0.0326	-0.2835
O	3.8845	3.5809	9.8647	0.0428	0.1424	-0.4893
O	9.887	0.1683	12.804	0.2583	-0.1961	-0.2254
O	7.9175	-0.5717	14.5982	0.2313	-0.1197	-0.1688
O	14.2716	7.2138	12.0377	0.2407	0.0733	-0.2209
O	6.8876	8.9055	13.3716	-0.0945	0.1499	-0.306
O	-0.2645	2.9526	20.5617	0.214	0.0833	0.2645
O	0.3804	4.6635	13.3687	-0.1564	0.0642	-0.484
O	0.3724	2.7517	18.0209	0.1299	-0.1391	0.5818
O	8.5594	4.6775	13.6615	-0.0483	0.2703	-0.3153
O	-3.8821	3.8371	16.0737	-0.2084	0.2299	-0.271
O	12.4425	-0.937	12.2646	-0.1305	0.0945	-0.0054
O	17.6487	-5.5583	15.782	-0.0861	-0.4333	-0.0378
O	2.3799	9.4951	18.6931	0.3301	0.0734	-0.0077
O	0.5724	9.927	16.7626	0.2172	0.1586	-0.2185
O	11.5117	-3.908	9.8896	0.0168	-0.034	-0.3311
O	2.6251	15.6466	17.5523	-0.1389	-0.1153	0.0385
O	0.1053	2.919	11.245	-0.1461	-0.0189	-0.6973
O	0.6068	4.5544	15.9566	-0.006	0.0362	0.1595
O	2.4749	11.7488	17.2977	0.2235	-0.1586	0.172
O	2.0757	13.4453	19.8556	0.0293	0.0978	0.0318
O	7.3328	5.6103	18.1034	0.1559	-0.0545	0.4536
O	4.0483	10.4822	20.5088	-0.086	0.1623	0.4117
O	7.6632	9.9392	21.0155	0.0173	-0.0618	0.5
O	10.2961	11.6355	15.3545	-0.0296	-0.143	-0.2469
O	15.0602	-3.6316	9.5996	0.1557	0.4481	0.2431
O	8.5919	-3.1576	15.2632	0.1244	0.0493	-0.359
O	14.165	8.9755	13.8003	0.0032	0.0587	-0.3007
O	5.0742	23.0327	16.6872	-0.432	-0.167	0.2578

Results
free energy: -44028.004 eV
free energy less fixed offsets of O -463.61, Si -117.95 eV per atom: -16.204 eV
pressure: -2.51 GPa
stress xx, yy, zz, yz, xz, xy (GPa, positive in tension): 1.7, 3.67, 2.17, -0.09, -0.2, -0.9
